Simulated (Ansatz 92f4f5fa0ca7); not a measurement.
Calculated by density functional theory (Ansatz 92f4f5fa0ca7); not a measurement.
Periodic cell of 264 atoms, Si154O98B12, from a study of silicon, its oxide and their interface. The atomic structure is a simulated model.

Settings: functional PBE; potential files Ansatz PAW; basis plane waves; wave-function cutoff 700 eV; density cutoff ratio 5; exchange-correlation grid ratio 1; k mesh 2 x 2 x 1, shifted by 0.5 0.5 0.5 of a step; self-consistency stop 5e-08 eV per atom in the density residual; occupations fixed; spin none; net charge 0.

Cell vectors (angstrom)
a	11.6015	0	0
b	0	13.3963	0
c	0	0	30.9376

Atoms: element, x, y, z (angstrom)
Si	11.5953	0.1045	24.0787
B	3.8741	0.0261	24.8295
B	7.5452	0.0555	24.7969
B	2.0423	3.3246	24.795
B	5.6921	3.2046	24.8352
Si	9.7429	3.3658	24.2805
Si	11.3826	6.8267	24.2645
Si	3.8267	6.7722	24.3823
Si	7.6065	6.6173	24.5305
B	2.0379	10.1807	24.8092
B	5.6943	10.233	24.8553
Si	9.5958	10.1903	24.1375
Si	11.8183	2.3279	24.9995
Si	3.853	2.1829	24.9609
Si	7.5305	2.1431	24.8905
Si	1.8581	5.4286	24.8337
Si	5.6721	5.3026	25.0463
Si	9.6099	5.6032	25.2762
Si	11.769	9.1654	24.9384
Si	3.8654	9.199	25.0423
Si	7.479	9.0816	24.943
Si	2.0795	12.2707	24.8582
Si	5.7257	12.3647	24.9694
Si	9.4339	12.5006	24.891
Si	11.6246	2.2045	27.3799
Si	3.8704	2.2246	27.4037
Si	7.7264	2.2118	27.3364
Si	1.9035	5.5675	27.2912
Si	5.7748	5.5571	27.4119
Si	9.6832	5.5447	27.5649
Si	11.6077	8.9539	27.3366
Si	3.8613	8.9571	27.4315
Si	7.7218	8.947	27.3393
Si	1.9321	12.2703	27.3176
Si	5.7921	12.2708	27.4088
Si	9.6524	12.2879	27.3043
Si	1.9427	1.0914	28.1726
Si	5.8064	1.1118	28.1768
Si	9.665	1.1014	28.1491
Si	11.6393	4.4297	28.2012
Si	3.8322	4.4674	28.1704
Si	7.7086	4.4335	28.1947
Si	1.9192	7.8052	28.1452
Si	5.8038	7.8172	28.161
Si	9.6679	7.835	28.159
Si	11.5927	11.1759	28.145
Si	3.8492	11.1788	28.1899
Si	7.7426	11.1632	28.1657
Si	1.9336	1.1164	30.5426
Si	5.8008	1.1164	30.5426
Si	9.6679	1.1164	30.5426
Si	0	4.4654	30.5426
Si	3.8672	4.4654	30.5426
Si	7.7343	4.4654	30.5426
Si	1.9336	7.8145	30.5426
Si	5.8008	7.8145	30.5426
Si	9.6679	7.8145	30.5426
Si	0	11.1635	30.5426
Si	3.8672	11.1635	30.5426
Si	7.7343	11.1635	30.5426
Si	0	0	0.3944
Si	3.8672	0	0.3944
Si	7.7343	0	0.3944
Si	1.9336	3.3491	0.3944
Si	5.8008	3.3491	0.3944
Si	9.6679	3.3491	0.3944
Si	0	6.6981	0.3944
Si	3.8672	6.6981	0.3944
Si	7.7343	6.6981	0.3944
Si	1.9336	10.0472	0.3944
Si	5.8008	10.0472	0.3944
Si	9.6679	10.0472	0.3944
Si	11.6135	0.0006	2.7556
Si	3.8778	0.0124	2.7801
Si	7.7353	0.0093	2.7654
Si	1.9358	3.3504	2.7706
Si	5.8046	3.341	2.7699
Si	9.6741	3.3415	2.7731
Si	11.6079	6.7024	2.7769
Si	3.8835	6.6998	2.7558
Si	7.7613	6.697	2.7834
Si	1.9495	10.0397	2.741
Si	5.8288	10.0598	2.7587
Si	9.7061	10.0702	2.7521
Si	11.6048	2.2166	3.5555
Si	3.8637	2.2564	3.5783
Si	7.7448	2.2244	3.5859
Si	1.9543	5.5968	3.5501
Si	5.8087	5.5749	3.5429
Si	9.6899	5.572	3.5972
Si	11.6284	8.9436	3.5669
Si	3.8845	8.9427	3.5293
Si	7.7849	8.9572	3.5289
Si	1.9451	12.26	3.5252
Si	5.809	12.2802	3.5688
Si	9.6745	12.2997	3.5423
Si	11.4505	2.0282	5.9352
Si	3.8248	2.4493	5.9641
Si	7.9018	1.9977	5.9862
Si	2.071	5.7171	5.969
Si	5.6735	5.4802	5.9315
Si	9.6803	5.5949	5.9812
Si	11.7915	9.0017	5.999
Si	3.7339	8.9781	5.9497
Si	7.7918	9.1452	5.9059
Si	1.9758	12.0531	5.9266
Si	5.7607	12.0703	5.9814
Si	9.7026	12.2066	5.9757
Si	1.9176	0.9984	6.6373
Si	5.7582	1.0674	6.6824
B	9.6929	0.9186	6.1037
Si	11.6738	4.3909	6.6729
B	3.8282	4.5697	6.1025
Si	7.7269	4.3565	6.6913
B	1.9747	7.8732	6.0931
Si	5.8189	7.8687	6.5297
Si	9.7484	7.886	6.744
B	11.6697	11.1077	6.0919
B	3.843	11.043	6.081
B	7.7464	11.2085	6.0974
O	5.6682	1.1273	8.3626
O	7.7611	4.4727	8.3704
O	9.7579	7.7455	8.417
O	6.0698	7.9722	8.1673
O	1.9033	0.8384	8.3052
O	0.1778	4.2714	8.3331
O	3.9017	7.015	22.7297
O	9.6289	10.1245	22.4609
O	10.6434	7.0207	22.7269
O	8.0044	6.2524	22.9448
O	11.4917	13.6492	22.3909
O	10.1203	3.3789	22.6334
Si	5.7273	12.2515	13.3375
Si	7.7705	6.7516	15.6792
Si	7.2214	7.3952	20.0635
Si	8.3123	1.9904	14.6906
Si	9.4428	4.8257	11.3488
Si	0.3415	3.955	9.9132
Si	9.2478	6.6135	21.9566
Si	9.4062	7.7823	10.0075
Si	6.5921	5.0981	18.0777
Si	4.0217	11.3611	15.5548
Si	2.7914	3.6962	16.0382
Si	3.0616	8.2728	18.9882
Si	0.8933	12.4668	11.9498
Si	5.2691	1.9105	9.7319
Si	0.2354	8.3047	19.2892
Si	10.6673	13.3143	14.3521
Si	11.3604	9.1991	16.3119
Si	3.3476	10.7005	12.8615
Si	9.6229	4.6702	14.5734
Si	5.295	6.7645	14.2114
Si	0.8398	7.8244	13.9227
Si	1.9721	5.8391	11.7984
Si	8.4001	9.7105	16.2269
Si	1.1991	11.9936	16.3074
Si	11.4968	3.5878	16.8897
Si	3.9679	4.4721	19.5692
Si	7.424	10.2817	19.0083
Si	6.0586	1.6764	12.5186
Si	4.2214	1.9619	18.2161
Si	7.1742	1.9493	17.5987
Si	2.0947	1.2749	9.8564
Si	8.5257	11.0985	13.6398
Si	0.8036	5.1516	19.3982
Si	9.99	10.3562	20.8857
Si	3.0459	6.9459	16.0386
Si	10.294	3.9488	21.1191
Si	4.0008	8.0927	11.6226
Si	4.5914	10.8466	18.6297
Si	9.8571	1.8035	18.9556
Si	11.547	13.1535	20.8271
Si	4.4488	6.6492	21.2642
Si	6.8841	4.5512	9.7484
Si	4.0531	4.0169	13.3556
Si	6.3486	7.6376	9.7165
Si	10.8812	9.8206	11.9306
Si	2.3238	12.9254	18.9653
O	5.7105	1.3112	17.9905
O	4.6012	7.1929	15.626
O	7.0654	8.6953	19.1114
O	4.2778	9.3175	19.0485
O	9.5178	12.1808	14.3099
O	8.6125	10.6788	20.0492
O	0.9732	6.4945	12.9522
O	2.71	12.3323	15.7528
O	9.8239	4.8174	12.9512
O	3.0953	9.4207	11.9002
O	2.8137	7.6011	17.5137
O	2.3961	4.8016	19.2269
O	1.689	9.0379	19.4229
O	6.2675	1.3891	10.9227
O	9.451	10.1772	12.6624
O	1.2045	2.6019	10.179
O	5.6109	3.5217	9.6277
O	3.5091	11.8553	19.2913
O	6.2283	6.029	9.9658
O	2.1388	11.7832	12.7536
O	9.174	6.0943	15.2066
O	0.9069	10.3725	16.1424
O	7.8095	10.5817	17.4552
O	7.461	1.5652	16.0237
O	2.9394	4.6469	12.3498
O	10.6432	2.3811	17.6177
O	6.0696	11.1791	19.2471
O	7.9112	4.2953	11.0205
O	2.934	6.9723	11.1227
O	6.894	5.7696	16.6322
O	1.0735	5.2363	10.6022
O	4.9876	5.1409	18.447
O	3.9199	2.9927	16.983
O	5.1576	8.3929	10.5309
O	4.4954	10.8181	17.0012
O	10.4366	8.8578	10.6892
O	8.3881	1.2663	18.4661
O	3.0611	0.8414	18.341
O	8.4379	3.5999	14.8233
O	7.8119	10.1778	14.7845
O	5.0793	2.9715	12.6569
O	5.3628	12.0382	14.9219
O	0.4462	6.7256	19.6891
O	7.4901	1.7407	13.301
O	0.0915	12.9459	15.5752
O	5.0051	5.1888	13.9511
O	5.9286	7.2821	21.0547
O	1.5159	13.231	20.3485
O	11.3642	8.0378	15.1437
O	10.7948	9.073	20.2627
O	10.4715	3.7953	10.6051
O	9.5816	2.9717	20.0457
O	0.043	4.7872	17.9936
O	3.5262	10.2543	14.4386
O	7.8208	8.1956	10.1838
O	7.3626	6.0102	19.1985
O	2.7035	5.3391	16.1184
O	7.2765	11.8973	12.9393
O	9.6303	6.3335	10.7361
O	8.5722	7.703	20.9385
O	3.2033	3.2673	14.5236
O	4.7686	11.3451	12.3794
O	6.8895	7.0305	14.3324
O	5.2843	0.3938	13.1117
O	7.1358	3.5556	17.9678
O	2.2143	7.7007	14.8329
O	3.4125	7.1847	20.1317
O	9.9851	10.0305	16.2013
O	4.2002	2.8563	19.5902
O	3.6877	1.6284	10.1074
O	0.387	9.0587	12.9028
O	10.6814	0.6476	19.7553
O	-0.0466	13.3583	12.9678
O	9.8164	1.3084	14.5922
O	9.5164	5.3528	20.9872
O	4.4167	5.0195	21.0469
O	8.1028	8.1325	16.4568
O	1.3706	3.0315	16.4747
O	11.3754	8.4132	17.7324
O	4.736	7.6505	12.991
O	-0.0223	11.2118	11.3769
O	1.2187	12.3554	17.9016
O	1.5201	0.0456	10.7933
O	0.2533	4.2242	20.6496
O	10.99	11.631	20.7465
O	10.8949	4.1625	15.474

Results
free energy: -155511.782 eV
free energy less fixed offsets of B -155.45, O -569.03, Si -635.61 eV per atom: 2.498 eV

Forces (eV/angstrom), in the order of the atoms: element, x, y, z
Si	0.0187	-0.041	-0.048
B	-0.0365	0.0212	0.0163
B	0.053	0.0024	0.0254
B	-0.0574	0.0346	0.03
B	0.0326	0.034	0.0261
Si	0.017	-0.0122	-0.0199
Si	-0.0842	0.0223	-0.018
Si	0.0436	-0.032	-0.0559
Si	0.0764	0.009	-0.0112
B	-0.0772	0.0302	0.0255
B	0.052	0.0141	0.0139
Si	-0.0077	-0.0214	-0.0086
Si	0.0846	0.0364	-0.0472
Si	-0.0225	-0.0633	-0.0317
Si	-0.0616	0.0474	0.0268
Si	0.031	-0.0202	0.0921
Si	-0.0024	-0.0086	-0.0104
Si	0.0072	-0.044	-0.1098
Si	0.0665	0.0205	-0.0268
Si	0.0225	-0.0647	-0.0438
Si	-0.0687	0.0201	-0.0137
Si	0.0624	0.0043	0.019
Si	0.0017	-0.0879	-0.0339
Si	-0.062	-0.0093	-0.0499
Si	0.0132	0.0213	-0.0031
Si	-0.0087	0.0483	-0.0637
Si	-0.0092	0.0333	-0.0307
Si	-0.0167	0.0474	-0.0628
Si	0.0077	0.0146	-0.0314
Si	0.019	0.0094	0.0157
Si	0.016	0.0129	-0.0156
Si	-0.0001	0.0166	-0.0366
Si	-0.0267	0.0105	-0.021
Si	0.0057	0.0335	-0.0297
Si	-0.0048	0.0557	-0.054
Si	-0.0073	0.0058	-0.0264
Si	-0.0248	-0.0189	0.0083
Si	0.0317	-0.008	0.0239
Si	0.0009	0.0068	0.0049
Si	0.0063	-0.0127	-0.0119
Si	-0.0146	-0.0054	0.0276
Si	-0.0363	0.0011	-0.0221
Si	-0.0391	-0.0227	0.0129
Si	0.0295	-0.0154	0.0054
Si	0.0024	-0.0101	0.0066
Si	-0.0209	-0.0123	-0.0051
Si	-0.0407	0.001	-0.004
Si	0.0405	-0.0132	0.0018
Si	0.0487	-0.0792	0.0088
Si	-0.0052	0.0165	0.0126
Si	-0.0176	0.0318	-0.1517
Si	0.1908	-0.1084	0.2059
Si	-0.1405	-0.0282	0.0171
Si	-0.1071	-0.1785	0.1628
Si	-0.0206	-0.0672	-0.2156
Si	-0.0051	-0.0135	-0.0923
Si	0.0021	0.1818	-0.0913
Si	-0.0471	0.0994	-0.2575
Si	-0.0323	0.1049	0.1346
Si	0.016	0.0609	-0.0534
Si	0.0216	-0.0798	-0.0646
Si	0.0114	0.0235	0.1671
Si	-0.0227	-0.0397	0.0212
Si	-0.0657	0.0711	0.1346
Si	0.0958	-0.0363	0.0799
Si	-0.0198	0.0146	0.0662
Si	0.0291	0.0105	0.0634
Si	0.019	0.0437	-0.0699
Si	0.0017	0.0045	0.0883
Si	0.0001	-0.0313	-0.2265
Si	-0.0056	-0.0151	-0.0693
Si	0.1098	0.0012	-0.0618
Si	0.0046	0.0015	-0.0061
Si	0.0029	0.0197	-0.009
Si	-0.0043	0.0113	-0.0151
Si	0.0187	0.0127	0.0054
Si	-0.0118	0.0048	0.0001
Si	-0.0058	0.0124	-0.0008
Si	-0.0324	0.0086	-0.0115
Si	-0.0018	0.0097	-0.0126
Si	0.0219	0.0093	-0.0079
Si	-0.0101	0.0091	-0.0103
Si	0.0238	-0.0056	0.0053
Si	-0.0315	0.0033	-0.0058
Si	-0.0108	-0.0172	0.0326
Si	-0.0098	-0.0222	0.0147
Si	0.0133	-0.0232	0.0404
Si	0.0049	-0.0483	0.0493
Si	-0.0071	-0.031	0.0362
Si	-0.0053	-0.0031	0.0026
Si	-0.0017	-0.0447	0.0507
Si	-0.0156	-0.0434	0.0486
Si	-0.0028	-0.0097	0.0154
Si	0.0093	-0.0142	0.0409
Si	-0.0115	-0.0235	0.0397
Si	0.0036	-0.046	0.043
Si	-0.0365	0.0926	0.036
Si	-0.0173	0.006	-0.0003
Si	0.0737	0.0659	0.0104
Si	0.0712	0.0419	-0.0169
Si	-0.0437	0.044	0.0268
Si	0.017	-0.0532	0.0216
Si	0.042	0.0703	-0.0009
Si	-0.0568	0.0573	-0.0086
Si	0.0473	0.0027	0.0308
Si	0.0154	0.011	0.0358
Si	-0.0346	0.0085	0.0348
Si	0.0051	-0.0326	-0.0168
Si	0.06	-0.0116	0.0393
Si	-0.069	0.0094	0.0313
B	-0.0229	0.0174	0.0036
Si	-0.0477	-0.0532	0.0427
B	-0.0332	-0.0766	0.0117
Si	0.0706	-0.0061	0.0271
B	0.0191	-0.0482	0.0109
Si	0.0751	-0.0041	0.0424
Si	-0.0592	0.0084	0.0422
B	-0.0158	-0.0155	-0.0216
B	0.0084	0.0015	-0.0312
B	0.0317	-0.0275	-0.0373
O	0.0031	0.004	0.0031
O	-0.0444	-0.007	0.0046
O	-0.0056	-0.0007	-0.026
O	-0.0344	-0.0202	-0.0079
O	-0.0033	0.0091	-0.0095
O	0.0059	0.0012	-0.0153
O	0.0014	0.0076	0.0006
O	0.0076	0.0104	-0.0088
O	0.0219	-0.0197	0.0072
O	-0.0181	0.0292	0.0227
O	0.0098	-0.0054	0.0273
O	-0.0322	0.0214	0.0199
Si	-0.0008	0.0009	-0.0004
Si	0.0011	-0.0015	0.0026
Si	0.0031	0.0039	0.0062
Si	-0.0012	-0.0015	0.0029
Si	-0.0015	-0.0051	0.0025
Si	0.0007	-0.0004	0.0133
Si	-0.003	0.0081	-0.0074
Si	0.0006	0.003	0.0222
Si	0.0014	0.0013	0.0045
Si	0.0008	0.0002	0.0049
Si	0.0013	-0.0022	0.0012
Si	0.001	-0.0007	0.0057
Si	-0.0021	0.0025	-0.0026
Si	0.0048	0.0063	-0.0003
Si	-0.0014	0.0009	0.0069
Si	0.0029	0.0059	0.0029
Si	0	-0.0032	0.0034
Si	-0.0023	-0.0045	-0.0029
Si	0.0043	0.0022	0.0029
Si	0.0019	0.0034	0.0044
Si	0.0007	-0.0007	-0.0017
Si	-0.0024	0.0018	-0.0028
Si	-0.0045	0.0023	0.0048
Si	0.0003	0.0026	0.006
Si	0.0005	0.0001	0.0008
Si	0.0009	-0.0007	0.0114
Si	-0.0039	0.0058	0.0068
Si	0.0005	0.0008	-0.0046
Si	0.0013	-0.0014	0.0076
Si	-0.0019	-0.0079	0.0067
Si	0.0017	0.0008	0.0147
Si	-0.0035	-0.002	-0.0015
Si	0.0015	0.0007	0.0029
Si	-0.0055	-0.0002	-0.0007
Si	0.0003	0.0013	0.0051
Si	0.0001	0.0081	-0.0117
Si	-0.0025	0.0031	-0.0095
Si	0.0031	-0.0003	0.0085
Si	-0.0037	-0.003	0.0024
Si	0.003	-0.0046	-0.0156
Si	0.0012	-0.003	0.0062
Si	-0.0077	-0.0016	-0.0037
Si	-0.0015	-0.0045	-0.0028
Si	-0.0107	-0.0016	0.0114
Si	0.0027	0.0025	-0.003
Si	0.0011	0	0.0049
O	0.0001	0.0287	-0.0047
O	-0.0111	-0.0167	-0.022
O	0.0051	0.0133	0.0165
O	-0.0238	0.0124	-0.0044
O	-0.0014	-0.004	-0.0145
O	0.0055	-0.0186	-0.0069
O	0.013	0.0016	-0.0199
O	-0.0099	-0.0231	0.0121
O	-0.0088	0.0035	-0.0025
O	0.022	0.0065	0.0179
O	0.0051	0.0038	0.002
O	0.0066	-0.0016	0.0053
O	-0.0068	-0.0306	-0.0138
O	-0.0203	0.01	0.0118
O	0.0115	0.0134	0.0096
O	-0.0002	0.0015	-0.0155
O	0.0186	-0.0133	0.0037
O	-0.0025	-0.001	-0.0239
O	0.0224	0.0119	-0.0074
O	-0.0003	-0.007	-0.0097
O	-0.0216	-0.0159	-0.003
O	0.0018	0.0147	0.0085
O	0.0051	-0.0248	0.0007
O	0.0075	0.0055	0.0046
O	0.0069	0.0107	0.0108
O	-0.0051	0.0096	0.0176
O	0.0003	-0.0243	-0.0088
O	0.0172	0.0219	-0.0187
O	0.0081	-0.0028	0.0242
O	0.0192	0.0048	0.0041
O	-0.0094	-0.0201	0.0042
O	0.0117	-0.0154	0.0212
O	-0.0103	-0.0143	0.0177
O	0.0019	-0.0197	0.0135
O	-0.0166	0.016	0.0081
O	-0.0101	-0.0104	0.0038
O	0.0053	0.0242	-0.0121
O	0.0055	-0.006	0.0065
O	0.0212	0.0019	-0.0073
O	0.0253	0.0082	0.0052
O	-0.0046	-0.0095	0.0041
O	-0.012	-0.0186	-0.0208
O	-0.0026	0.0038	-0.0088
O	-0.0055	-0.0043	0.0134
O	0.0032	-0.0128	-0.0104
O	-0.0191	0.0151	-0.0032
O	-0.0063	-0.0093	-0.0216
O	-0.0228	-0.0064	-0.0107
O	-0.0086	0.0213	0.0182
O	-0.0009	0.009	-0.0084
O	0.0118	0.0272	-0.0008
O	0.0222	-0.0032	0.0001
O	0.0124	-0.0227	0.0039
O	0.0037	0.0292	-0.0215
O	0.0107	-0.0237	-0.0215
O	-0.0244	0.0123	-0.0049
O	0.0106	0.0017	-0.0045
O	-0.0061	0.0002	0.0184
O	-0.0096	0.0021	-0.0042
O	-0.0195	-0.0053	-0.0151
O	0.0076	0.024	0.0079
O	-0.009	0.003	0.0353
O	-0.0088	-0.0101	0.0258
O	0.0141	0.0039	-0.0132
O	-0.0097	-0.0062	0.0021
O	0.0127	-0.0148	0.0146
O	0.0076	0.0045	-0.0044
O	-0.0076	-0.031	0.0021
O	-0.0047	0.0136	-0.035
O	0.0004	-0.0034	-0.0148
O	-0.0171	0.0014	-0.0172
O	0.0024	-0.0035	0.0045
O	0.0027	-0.0244	0.0064
O	-0.0139	0.0026	-0.0024
O	0.021	-0.0156	0.028
O	-0.0048	0.019	-0.0263
O	-0.0004	0.0085	-0.0255
O	0.0009	0.0237	0.006
O	0.0119	0.0105	0.0104
O	-0.0099	-0.0061	0
O	-0.0009	-0.0039	0.0326
O	0.0236	0.0019	-0.011
O	-0.0021	0.0091	0.0091
O	-0.0216	0.0127	-0.0179
O	-0.0048	0.0124	0.0107
O	-0.0126	-0.0003	0.01

The program warned: the cutoff lies below the one the program advises for these potential files; the forces do not sum to zero within the program's tolerance; the exchange-correlation potential is rough where the density is thin.
